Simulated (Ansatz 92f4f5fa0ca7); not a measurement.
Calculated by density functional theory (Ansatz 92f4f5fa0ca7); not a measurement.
Periodic cell of 192 atoms, Si128O64, from a study of silicon, its oxide and their interface. The atomic structure is a simulated model.
This geometry differs little from another in the collection (a relaxation step or a small displacement).

Settings
functional: r2SCAN
potential files: Ansatz PAW
basis: plane waves
wave-function cutoff: 800 eV
density cutoff ratio: 5
exchange-correlation grid ratio: 1
k mesh: 1 x 1 x 1, shifted by 0.5 0.5 0 of a step
self-consistency stop: 1e-10 eV per atom in the density residual
occupations: fixed
spin: none
net charge: 0

Cell vectors (angstrom)
a  10.888  0  0
b  0  10.888  0
c  0  0  28.6594

Atoms: element, x, y, z (angstrom)
Si  -0.5072  0.2784  0.3795
Si  2.68  2.1732  0.2164
Si  0.0318  6.0974  -0.1026
Si  2.9068  7.9082  0.1107
Si  5.2059  0.2501  -0.0467
Si  6.7732  1.3218  1.3568
Si  4.6637  5.2339  -0.2372
Si  8.3939  8.0608  -0.0929
Si  1.2336  1.1548  1.6384
Si  3.7922  3.9011  1.4147
Si  1.3848  6.9402  1.5749
Si  4.1322  9.5086  1.2598
Si  8.5955  1.803  -0.0722
Si  9.8218  4.2548  1.054
Si  6.8819  6.7187  1.1194
Si  9.3403  9.4915  1.5452
Si  -0.0234  2.8043  2.7008
Si  2.7655  -0.1456  2.7909
Si  -0.043  8.2335  2.8553
Si  2.6168  5.3843  2.8093
Si  5.4378  2.7459  2.6791
Si  7.985  -0.034  2.8424
Si  5.4667  8.0619  2.567
Si  8.291  5.433  2.5482
Si  1.2878  4.0669  4.1798
Si  4.1092  1.3301  4.064
Si  1.3822  9.5012  4.1972
Si  4.0863  6.7758  4.023
Si  6.8684  4.1141  3.9769
Si  9.4553  1.4046  4.0372
Si  6.6945  9.4243  4.1175
Si  9.5185  6.7639  4.0903
Si  -0.0143  0.0597  5.4061
Si  2.7299  2.6917  5.4256
Si  -0.0442  5.4373  5.5239
Si  2.7454  8.1064  5.4839
Si  5.3998  -0.0419  5.4865
Si  8.1337  2.7398  5.4412
Si  5.4911  5.4499  5.3639
Si  8.1483  8.1325  5.4285
Si  1.3531  1.3663  6.7938
Si  4.117  4.0852  6.7248
Si  1.3663  6.7827  6.8551
Si  4.0532  9.5078  6.8679
Si  6.7943  1.3535  6.8102
Si  9.4855  4.0689  6.8621
Si  6.8042  6.7905  6.788
Si  9.5238  9.5452  6.741
Si  0.0215  2.7087  8.1789
Si  2.6815  0.0226  8.1866
Si  -0.0151  8.2131  8.145
Si  2.7848  5.4108  8.1516
Si  5.4333  2.759  8.1471
Si  8.1987  -0.0053  8.1518
Si  5.4785  8.1453  8.1712
Si  8.1297  5.4645  8.1935
Si  1.4264  4.0549  9.5098
Si  4.0581  1.4207  9.5064
Si  1.3271  9.5568  9.5463
Si  4.1482  6.7648  9.5306
Si  6.7586  4.1262  9.5536
Si  9.5517  1.3498  9.5417
Si  6.8492  9.5144  9.5137
Si  9.513  6.8503  9.506
Si  0.0092  0.0255  10.9848
Si  2.7704  2.7662  10.9856
Si  0.0433  5.4616  10.7516
Si  2.7649  8.167  10.7776
Si  5.4644  0.045  10.763
Si  8.1657  2.7611  10.8192
Si  5.4564  5.4598  11.0363
Si  8.1705  8.1679  10.9547
Si  1.3988  1.4125  12.344
Si  4.1111  4.1089  12.4661
Si  1.4415  6.7664  12.0821
Si  4.1162  9.5657  12.0752
Si  6.7813  1.4108  12.1316
Si  9.5537  4.1526  12.0964
Si  6.8288  6.8432  12.414
Si  9.5277  9.5204  12.3341
Si  -0.0316  2.8637  13.5484
Si  2.8446  -0.0186  13.5518
Si  0.1345  8.0717  13.4679
Si  2.6656  5.5569  13.7174
Si  5.5505  2.6691  13.7316
Si  8.0804  0.0727  13.5434
Si  6.328  10.129  14.8899
Si  8.319  5.4371  13.6512
Si  1.2176  3.4037  16.9825
Si  4.5424  0.8654  14.942
Si  2.2256  10.237  18.1464
Si  3.5872  7.4564  14.8613
Si  7.5042  3.5365  14.8202
Si  9.1487  1.7664  14.7343
Si  5.3944  8.337  13.6126
Si  10.118  6.4232  14.8998
Si  -0.8678  1.0528  16.8142
Si  5.8335  2.4608  18.9677
Si  0.861  4.5761  14.9424
Si  5.297  7.2312  17.5221
Si  3.546  1.1892  17.1147
Si  12.6606  -1.7211  14.748
Si  6.2421  8.9904  23.209
Si  11.3667  9.8671  16.6151
Si  19.1312  -10.4285  18.3874
Si  -27.4353  13.9868  21.9704
Si  -14.6618  0.8829  23.1716
Si  -11.8665  18.8282  16.7559
Si  -20.2491  21.9397  21.1645
Si  -2.5661  -24.9355  21.643
Si  -6.2647  3.2887  25.9274
Si  2.1694  14.0577  21.7766
Si  -18.4692  19.6716  22.3724
Si  -3.7758  4.8009  17.6856
Si  -7.8861  6.5701  24.2126
Si  -9.0718  -14.1257  26.7338
Si  -21.1001  -28.3372  24.149
Si  9.3012  32.5112  21.3978
Si  11.0859  -0.6518  26.0741
Si  12.1803  5.2351  19.5941
Si  -15.9854  5.1719  23.7188
Si  8.8815  -4.8078  24.0659
Si  12.6107  -8.7447  25.983
Si  -4.1315  1.0859  26.3281
Si  19.3654  8.7079  25.534
Si  25.0728  18.5345  19.4661
Si  -3.7227  9.5831  17.0463
Si  9.3987  -4.7111  19.2374
O  -13.3319  -14.6705  -8.4974
O  -0.0093  0.0519  -7.0411
O  -1.7773  6.7093  -6.0589
O  1.9691  -9.1878  -7.4816
O  -2.4125  -27.5996  -10.1478
O  9.6417  -1.0155  -3.3102
O  -14.6365  0.7764  -3.8652
O  4.5665  -4.6472  -4.8045
O  -14.3639  14.7591  -12.2445
O  16.2088  -8.3761  -8.1773
O  -9.9315  3.4726  -5.8598
O  -5.0545  -6.2919  -6.4668
O  -4.9399  8.7076  -10.9512
O  -12.7999  -1.6932  -6.8925
O  8.0172  8.7058  -1.5562
O  8.1647  -9.5026  -1.5941
O  -6.9606  12.1407  28.3276
O  20.9597  -16.7952  24.2268
O  -11.6645  -3.749  18.1529
O  -23.5768  -3.6414  25.1734
O  -15.761  4.0067  18.5511
O  -26.7365  -0.0733  27.1558
O  -3.7428  -1.9981  24.5797
O  -28.7097  -15.0949  28.4058
O  12.5349  -11.1684  19.6236
O  -19.3171  -11.6227  22.1561
O  -8.8804  28.4595  19.555
O  11.7762  -15.4564  27.1409
O  -15.5458  -5.2937  28.7296
O  -6.261  -1.9466  23.3157
O  6.4954  27.9805  17.1981
O  23.1306  26.2914  18.1471
O  -1.2754  7.023  28.2759
O  10.6211  -16.3262  20.018
O  23.7072  16.2436  24.2069
O  -2.4814  30.3438  16.7065
O  18.1296  12.587  18.7437
O  6.7804  18.749  22.1617
O  -3.5755  16.4673  24.1645
O  9.0084  3.381  28.5757
O  -4.4388  10.4445  22.5598
O  22.8184  -2.0308  25.9671
O  15.0729  28.9034  16.3524
O  4.3687  4.4677  27.0141
O  0.0008  -8.5167  17.3459
O  -7.9142  -3.7158  25.7064
O  14.1718  2.4277  25.5397
O  16.6918  -8.5218  26.5018
O  -0.0408  10.4827  27.6356
O  2.4397  29.4263  23.1352
O  -8.3312  13.3716  16.8881
O  -2.326  0.8985  22.4175
O  -17.0475  1.664  18.1221
O  -18.0804  8.2485  20.9018
O  -16.5041  14.8459  24.633
O  -10.1349  14.1523  25.3582
O  8.8929  21.8132  19.8347
O  3.6637  24.9403  22.4094
O  15.4569  -4.0634  18.9014
O  -9.1635  2.4499  27.5772
O  17.0608  13.0137  22.8409
O  46.5974  19.733  18.3962
O  23.8666  -17.4775  20.628
O  -20.6845  0.661  25.5918

Results
free energy: -118371.792 eV
free energy less fixed offsets of O -570.45, Si -639.56 eV per atom: 0.688 eV

Forces (eV/angstrom), in the order of the atoms: element, x, y, z
Si  -0.0719  -0.0069  0.1173
Si  0.007  -0.015  0.1742
Si  0.0338  -0.1221  0.1399
Si  0.0184  0.0851  0.0718
Si  -0.0081  0.053  0.2286
Si  -0.0487  0.0189  -0.0151
Si  0.041  0.0292  0.1002
Si  -0.0151  -0.0813  0.2312
Si  -0.0142  0.0269  0.0591
Si  0.0341  -0.0272  0.0141
Si  -0.055  -0.0147  -0.0012
Si  -0.0701  -0.0853  0.0267
Si  -0.0683  0.0077  0.0926
Si  0.1021  0.1113  0.0852
Si  0.0658  0.0875  0.0202
Si  -0.0165  -0.0647  0.0572
Si  0.01  -0.0621  -0.034
Si  0.0347  -0.0225  0.026
Si  0.0057  0.0135  0.0557
Si  0.01  0.0201  0.0348
Si  -0.0484  -0.0174  0.0409
Si  0.0356  -0.0119  0.0098
Si  0.0356  -0.0056  0.0142
Si  0.0681  0.0562  -0.0127
Si  0.0176  -0.0315  0.0191
Si  0.0347  0.0225  0.0135
Si  -0.0336  -0.0015  -0.0221
Si  -0.0208  -0.0141  -0.0136
Si  -0.0514  0.0029  -0.0502
Si  0.0054  -0.0192  0.0248
Si  0.023  -0.0012  -0.0044
Si  -0.0088  0.0208  -0.0391
Si  0.0201  -0.0071  -0.0055
Si  -0.0296  0.0011  -0.0082
Si  -0.0017  0.0058  0.0022
Si  -0.0518  -0.0033  0.0221
Si  0.0075  -0.0034  -0.0092
Si  0.0187  -0.0166  -0.0031
Si  0.0013  0.018  0.0089
Si  0.0182  0.0226  0.0055
Si  -0.0299  0.0081  0.0186
Si  -0.0028  -0.007  0.0246
Si  0.0305  0.0127  0.0306
Si  -0.0078  -0.0073  0.0074
Si  0.0017  -0.0185  0.0351
Si  0.012  0.0124  0.0139
Si  -0.0048  0.0242  -0.0052
Si  0.0066  0.001  0.0193
Si  -0.0003  0.0077  -0.0017
Si  0.0036  -0.0187  -0.003
Si  0.0204  -0.0218  0.0082
Si  -0.0503  0.0183  0.0012
Si  -0.0122  -0.0379  -0.0146
Si  -0.0012  0.0155  -0.0127
Si  -0.0165  0.0164  -0.0038
Si  0.0376  -0.0154  -0.0134
Si  0.0053  -0.0286  0.0108
Si  -0.0143  -0.0055  0.0176
Si  0.0022  0.0312  -0.0013
Si  -0.0084  0.0066  0.0095
Si  0.0218  0.0133  0.0111
Si  0.0223  -0.0088  0.0069
Si  0.0057  0.0028  -0.008
Si  -0.0238  0.0073  0.0109
Si  -0.0109  0.0088  -0.0279
Si  -0.0173  -0.0073  -0.0303
Si  0.0209  -0.0056  -0.0294
Si  0.0019  -0.0038  -0.0188
Si  -0.0076  0.0017  -0.0176
Si  -0.0126  -0.0063  -0.0418
Si  0.0046  -0.0019  -0.0458
Si  0.0211  0.0286  -0.02
Si  0.0128  0.0011  -0.067
Si  -0.0212  0.0098  -0.049
Si  -0.0047  0.0062  0.0336
Si  0.0149  0.0778  0.0264
Si  0.0507  -0.0488  0.0402
Si  -0.0124  -0.0061  0.0011
Si  0.0304  -0.0073  -0.0696
Si  -0.0142  -0.0247  -0.0727
Si  -0.0122  -0.0592  0.0034
Si  -0.0553  -0.0624  -0.0221
Si  -0.0118  0.0767  0.0248
Si  -0.0291  0.0217  0.0742
Si  0.0316  0.0124  0.0484
Si  0.0661  -0.0074  0.0169
Si  -0.0004  0.0818  -0.0762
Si  -0.0049  -0.0164  0.0358
Si  0.0163  0.1011  -0.1832
Si  -0.0044  -0.064  -0.0532
Si  -0.211  -0.043  -0.0306
Si  -0.0224  -0.0172  -0.1588
Si  0.0121  -0.0458  -0.2269
Si  -0.0789  0.0338  -0.108
Si  -0.0547  -0.0014  0.0324
Si  0.0354  -0.0447  -0.0911
Si  -0.0941  0.0563  -0.0194
Si  -0.0228  0.0062  -0.0937
Si  0.0176  -0.0051  -0.0923
Si  -0.0284  0.0223  -0.1274
Si  0.0306  0.0488  -0.1993
Si  0.0573  0.0616  -0.1166
Si  0.0072  0.0057  0.0373
Si  0.0278  -0.0541  0.1067
Si  0.1384  -0.0507  -0.025
Si  -0.0087  0.0126  -0.0078
Si  -0.0061  -0.0075  0.022
Si  -0.0097  0.0925  -0.0878
Si  0.0158  -0.0248  -0.0185
Si  0.0049  0.0003  0.0032
Si  -0.0144  0.0435  0.1094
Si  0.0224  0.0116  -0.0282
Si  -0.0134  0.0047  -0.0298
Si  0.0122  -0.0135  -0.1783
Si  -0.0063  0.0357  0.1092
Si  -0.0202  -0.0864  0.1443
Si  0.0416  -0.0493  0.0507
Si  0  0.0275  -0.0467
Si  0.0242  0.015  0.0699
Si  0.0305  -0.0232  -0.1252
Si  0.0054  -0.0163  0.0301
Si  -0.0377  0.0372  0.0252
Si  0.0431  0.0397  0.1501
Si  -0.0127  -0.0155  0.1428
Si  -0.0294  -0.0043  0.1105
Si  0.017  0.0093  -0.0309
Si  -0.0168  0.0031  -0.1662
Si  0.0135  -0.003  -0.1424
O  -0.0251  0.0026  0.0213
O  -0.0186  -0.0019  0.0252
O  0.0242  -0.0171  0.005
O  -0.021  -0.0003  -0.0028
O  0.0312  -0.0037  0.0826
O  -0.0183  0.0158  -0.0501
O  0.0388  -0.0105  -0.0648
O  0.0144  0.0085  -0.002
O  0.0311  0.0734  0.1793
O  0.0033  -0.0203  0.0232
O  -0.044  -0.0168  0.0015
O  0.0079  -0.0097  -0.0051
O  0.0342  -0.0111  0.0842
O  0.0212  -0.0064  0.014
O  0.0122  0.0448  -0.1702
O  0.0219  -0.0404  -0.0816
O  -0.0227  -0.0105  -0.0689
O  -0.0161  0.0045  -0.0056
O  -0.0073  0.0045  0.1258
O  0.0391  -0.0336  0.0031
O  -0.0413  0.007  0.0498
O  0.0313  -0.0189  -0.1215
O  -0.0181  0.0125  -0.0329
O  0.0283  -0.0025  -0.0212
O  0.0425  -0.0188  0.031
O  0.0061  0.0035  0.0308
O  -0.0219  -0.0021  0.0327
O  -0.0143  0.0442  -0.0872
O  -0.0597  -0.0409  0.029
O  0.0116  -0.0117  0.0142
O  0.0045  -0.018  0.0052
O  0.0029  0.0722  0.1304
O  -0.0121  0.0602  -0.1471
O  -0.0257  -0.0206  0.069
O  -0.0004  -0.003  -0.0388
O  -0.0644  -0.0143  0.0358
O  0.0112  0.0171  0.0571
O  -0.0327  0.0086  -0.0209
O  0.0067  0.0116  -0.0131
O  -0.0294  -0.0288  0.0254
O  -0.006  -0.0071  -0.0439
O  -0.0013  0.0234  -0.0731
O  0.0682  -0.0201  0.11
O  -0.0021  -0.0409  -0.1348
O  0.0167  -0.1128  0.0527
O  0.0283  -0.0145  -0.1067
O  -0.018  -0.0263  -0.0629
O  0.0358  0.0014  -0.0388
O  0.0606  -0.0151  -0.1219
O  -0.0181  -0.0012  -0.0316
O  -0.0214  -0.0488  0.0552
O  0.0021  0.0234  0.0078
O  -0.0135  -0.0177  0.0694
O  0.0198  0.0083  0.0502
O  -0.0013  0.0011  -0.0661
O  -0.0305  0.0263  -0.0461
O  -0.0071  0.01  0.1158
O  0.0115  0.0132  0.0294
O  -0.0282  -0.0391  0.0826
O  -0.0682  0.0383  -0.1591
O  0.001  -0.0027  0.0095
O  0.0545  -0.0053  0.0229
O  0.0143  -0.0085  0.0463
O  -0.0182  -0.0079  -0.051

The program warned: the cutoff lies below the one the program advises for these potential files; the forces do not sum to zero within the program's tolerance; empty levels may hold ghost states of the PAW files; the exchange-correlation potential is rough where the density is thin.
